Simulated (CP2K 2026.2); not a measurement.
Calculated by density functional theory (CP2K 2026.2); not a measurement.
Periodic cell of 529 atoms, Si368O161, from a study of silicon, its oxide and their interface. The atomic structure is a simulated model.
Doubt: the forces sum to 0.49 eV/angstrom along one axis rather than to zero, so they err by at least 0.0009 eV/angstrom per atom on average; the grid cutoff is modest.

Settings
functional: PBE
method: Gaussian and plane waves
basis set: DZVP-MOLOPT-SR-GTH
pseudopotentials: GTH-PBE
grid cutoff: 350 Ry, relative cutoff 50 Ry
k points: Gamma only
occupations: fixed
spin: none
net charge: 0

Cell vectors (angstrom)
a	15.3871	0	0
b	0	15.3871	0
c	-4.8011	0.8032	39.4925

Atoms and the computed forces on them: element, x, y, z (angstrom), force x, y, z (eV/angstrom)
Si	9.947	0.874	33.466	-0.008	-0.001	-0.095
Si	10.144	4.451	31.578	0.302	-0.048	0.61
Si	11.124	8.603	33.304	-0.201	-0.109	0.847
Si	10.67	9.127	30.383	0.078	-0.049	0.178
Si	-1.513	0.699	31.484	0.34	0.089	0.562
Si	11.152	4.582	33.645	-0.009	-0.025	-0.002
Si	0.886	8.173	30.62	-0.114	-0.02	0.216
Si	11.287	12.415	33.445	0.288	0.004	0.684
Si	3.038	1.029	31.464	-0.262	-0.058	0.627
Si	1.818	5.17	30.934	0.032	-0.014	0.136
Si	-0.087	8.301	27.624	0.142	0.064	0.006
Si	3.35	12.469	33.331	-0.307	0.038	0.814
Si	6.947	4.4	31.467	-0.257	-0.017	0.712
Si	7.508	0.793	33.564	0.26	0.084	0.584
Si	3.761	8.928	30.891	0.247	0.332	0.254
Si	-0.969	13.369	30.825	-0.041	-0.052	0.165
Si	7.322	12.131	30.742	0.104	0.059	0.032
Si	-1.842	4.491	33.335	-0.026	-0.018	0.024
Si	6.097	7.182	30.58	0.017	-0.049	0.351
Si	-1.302	12.993	27.703	0.059	0.099	0.039
Si	-0.28	0.819	33.482	0.056	-0.023	-0.007
Si	-1.241	4.572	31.026	-0.275	-0.098	0.57
Si	-1.104	8.464	33.194	0.209	-0.052	0.721
Si	-1.648	12.299	33.453	-0.216	0.117	0.569
Si	2.869	2.791	34.776	-0.018	0	0.029
Si	3.587	4.68	33.52	0.255	-0.033	0.594
Si	3.749	8.609	33.31	0.08	0.032	0.112
Si	2.136	2.905	29.274	-0.04	-0.015	0.084
Si	6.834	14.306	34.83	-0.011	-0.05	0.02
Si	6.734	2.673	34.807	0.023	-0.015	0.026
Si	6.128	8.358	33.452	-0.209	0.147	0.62
Si	6.769	10.328	34.671	-0.01	-0.012	-0.056
Si	10.567	2.682	34.863	-0.01	-0.005	0.059
Si	10.688	6.647	34.648	-0.063	0.032	-0.034
Si	10.743	10.471	34.689	-0.016	0.002	-0.031
Si	10.637	14.327	34.676	0.027	-0.018	0.027
Si	-0.993	2.715	34.689	-0.022	0.019	0.032
Si	-0.991	6.47	34.499	0.04	0.038	-0.062
Si	-2.771	10.395	36.105	0.002	0.023	0.021
Si	-0.907	14.244	34.668	-0.013	-0.054	0.036
Si	2.17	0.883	33.58	-0.034	0.058	0.078
Si	4.817	6.595	36.198	0.012	0.046	-0.02
Si	3.052	10.476	34.594	-0.024	0.002	-0.019
Si	2.89	14.329	34.724	0.041	-0.03	-0.02
Si	6.039	4.553	33.589	0.001	-0.045	0.03
Si	6.667	6.506	34.776	0.051	-0.033	-0.016
Si	6.482	12.371	33.564	0.077	-0.002	0.849
Si	6.097	1.478	30.908	0.098	-0.047	0.158
Si	8.645	2.803	36.18	0.009	-0.001	0.009
Si	8.708	6.587	35.977	0.029	-0.023	0.012
Si	8.744	10.402	35.974	0.012	0.012	0.016
Si	8.765	14.219	36.135	0.018	0.026	-0.009
Si	-2.852	2.619	36.139	0.003	0.004	-0.021
Si	-2.803	6.618	36.052	-0.002	-0.007	-0.04
Si	-0.915	10.382	34.623	0.04	-0.027	-0.034
Si	-2.823	14.364	36.059	0.009	-0.023	-0.019
Si	0.926	2.865	36.089	-0.015	-0.027	-0.032
Si	1	6.567	35.862	-0.028	-0.008	-0.034
Si	1.061	10.433	35.923	0.018	0.001	-0.029
Si	0.98	14.184	36.085	0.023	0.056	-0.01
Si	4.796	2.623	36.146	0.006	0.01	-0.019
Si	3.057	6.681	34.629	-0.02	0.006	-0.025
Si	4.884	10.447	36.096	-0.043	-0.046	-0.015
Si	4.838	14.364	36.095	-0.008	-0.013	0.005
Si	8.7	0.805	37.455	0.001	-0.008	-0.051
Si	8.698	4.734	37.465	-0.014	0.01	0.008
Si	8.717	8.498	37.368	-0.026	0.016	-0.008
Si	8.728	12.284	37.431	0.011	-0.022	0.016
Si	-2.829	0.78	37.542	-0.003	-0.024	0.067
Si	-2.843	4.648	37.382	0.002	0.026	-0.038
Si	-2.808	8.491	37.464	-0.023	0.041	0.028
Si	-2.809	12.378	37.384	0.028	-0.037	0.008
Si	0.971	0.824	37.365	0.008	-0.025	-0.067
Si	0.99	4.755	37.421	0.029	0.029	0.019
Si	1.001	8.49	37.284	-0.008	0.012	-0.009
Si	1.032	12.283	37.419	-0.007	-0.031	0.021
Si	4.817	0.789	37.555	-0.007	-0.009	0.043
Si	4.82	4.614	37.455	-0.006	-0.009	-0.027
Si	4.844	8.54	37.484	-0.009	0.024	0.017
Si	4.87	12.388	37.418	0.048	0.018	-0.013
Si	10.604	0.804	38.835	0.027	-0.001	0.014
Si	10.641	4.673	38.785	-0.009	-0.01	0.015
Si	10.625	8.489	38.772	-0.011	-0.017	0.003
Si	10.659	12.324	38.772	0.01	0.009	0.002
Si	-0.88	0.807	38.824	-0.035	-0.01	0.005
Si	-0.936	4.694	38.774	0.021	0.011	0.006
Si	-0.866	8.508	38.763	0.005	0	-0.005
Si	-0.899	12.341	38.772	-0.016	0.016	0.011
Si	2.853	0.804	38.811	0.011	0.005	0.007
Si	2.899	4.662	38.802	-0.001	-0.01	0.01
Si	2.882	8.504	38.757	-0.004	-0.033	-0.009
Si	2.945	12.339	38.784	-0.001	-0.008	0.008
Si	6.786	0.798	38.831	0.008	0.019	0.01
Si	6.758	4.679	38.8	0.026	0.016	0.008
Si	6.804	8.521	38.777	0.008	-0.002	0.008
Si	6.795	12.352	38.782	-0.014	0.016	0.012
Si	0.021	1.921	11.552	0	0.005	-0.013
Si	0.043	5.782	11.569	-0.002	0.002	0.001
Si	0.027	9.622	11.555	0.007	-0.001	-0.015
Si	0.027	13.47	11.528	0.015	0.003	-0.024
Si	3.879	1.927	11.534	0.007	0.001	-0.012
Si	3.891	5.787	11.575	0.028	0.01	-0.002
Si	3.895	9.635	11.565	0.017	0.007	-0.017
Si	3.895	13.465	11.54	-0.009	-0.005	-0.004
Si	7.751	1.924	11.53	0.008	-0.001	-0.015
Si	7.74	5.786	11.564	-0.024	-0.002	-0.014
Si	7.751	9.625	11.545	-0.023	0.009	-0.008
Si	7.736	13.469	11.544	0.005	-0.005	-0.006
Si	11.591	1.921	11.557	-0.011	-0.01	-0.007
Si	11.577	5.781	11.582	0.014	-0.013	-0.018
Si	11.585	9.62	11.584	0.003	0.007	-0.014
Si	11.56	13.445	11.539	0.004	-0.001	-0.022
Si	13.5	1.961	12.937	-0.01	-0.016	0.024
Si	13.51	5.837	12.938	0.016	0.004	-0.003
Si	13.512	9.556	12.956	0.002	-0.005	-0.008
Si	13.487	13.367	12.869	-0.02	0.018	0.014
Si	1.95	1.856	12.897	-0.02	0.002	-0.035
Si	1.967	5.733	12.931	0.003	0.003	0.032
Si	1.953	9.721	12.895	0.011	-0.013	0.016
Si	1.956	13.545	12.878	0.001	0.004	-0.02
Si	5.82	1.993	12.854	0.019	-0.003	0.016
Si	5.823	5.858	12.94	-0.012	0.017	-0.022
Si	5.84	9.571	12.914	-0.008	-0.007	-0.028
Si	5.819	13.408	12.9	-0.012	0.023	0.014
Si	9.666	1.859	12.91	0.015	-0.027	-0.012
Si	9.65	5.731	12.939	-0.005	0.021	0.044
Si	9.651	9.678	12.93	0.009	0.012	0.033
Si	9.648	13.51	12.924	0.005	0.001	-0.031
Si	13.47	15.313	14.136	-0.002	0.031	-0.018
Si	13.514	3.949	14.295	-0.027	-0.049	0.052
Si	13.499	7.69	14.427	-0.01	-0.003	0.01
Si	13.53	11.458	14.3	0.007	-0.001	0.03
Si	1.946	15.382	14.364	0	0.027	0.021
Si	1.963	3.729	14.257	0.021	0.054	0.058
Si	1.977	7.753	14.151	0.05	0.024	0.032
Si	1.933	11.691	14.258	-0.008	-0.034	0.011
Si	5.801	15.415	14.109	0.006	-0.013	0.003
Si	5.84	3.931	14.235	0	-0.013	0.033
Si	5.858	7.735	14.414	0.005	-0.022	0.005
Si	5.85	11.447	14.278	-0.003	0.047	0.04
Si	9.664	15.377	14.375	-0.006	-0.026	-0.005
Si	9.655	3.744	14.268	0.001	0.035	0.03
Si	9.637	7.715	14.216	-0.023	-0.011	0.017
Si	9.651	11.633	14.304	-0.01	0.002	0.039
Si	-0.097	15.27	15.596	0.004	-0.033	0.015
Si	0.896	5.786	16.756	0.127	-0.086	-0.707
Si	0.778	9.705	16.886	0.263	-0.052	-0.658
Si	0.048	11.622	15.717	0.019	0.021	-0.008
Si	3.988	15.421	15.596	-0.049	0.02	0.03
Si	3.922	3.816	15.59	0.014	-0.007	-0.028
Si	3.82	7.775	15.621	0.03	0	-0.008
Si	3.881	11.583	15.563	0.014	0.007	-0.014
Si	7.055	1.883	16.882	-0.019	0.034	0
Si	7.735	3.812	15.636	-0.006	-0.025	-0.01
Si	7.85	7.708	15.759	-0.058	-0.002	0.046
Si	7.753	11.505	15.723	-0.008	-0.046	0.005
Si	11.677	15.339	15.651	-0.029	-0.008	0.031
Si	11.565	3.854	15.648	0.016	-0.002	-0.004
Si	11.452	7.689	15.693	0.022	0.033	0.02
Si	11.595	11.531	15.654	0.007	-0.005	-0.042
Si	-0.739	1.806	16.743	-0.192	0.156	-0.596
Si	0.06	3.816	15.671	0.002	-0.024	0.04
Si	0.167	7.746	15.651	-0.008	-0.01	0.061
Si	0.583	13.702	19.274	-0.41	0.005	-0.7
Si	4.598	1.922	16.89	0.262	0.079	-0.575
Si	3.303	5.777	16.731	0.047	0.02	0.015
Si	3.206	9.715	16.849	-0.047	-0.005	-0.023
Si	4.565	13.49	16.792	0.051	-0.044	-0.03
Si	7.619	15.386	15.582	0.034	-0.009	0.029
Si	8.392	5.707	16.938	-0.024	0.018	0.006
Si	8.426	9.618	17.082	0.008	0.049	-0.067
Si	6.995	13.485	16.824	-0.235	-0.133	-0.655
Si	12.228	1.922	16.828	0.004	0.007	-0.018
Si	10.813	5.739	16.906	-0.063	-0.013	-0.021
Si	10.979	9.648	16.974	-0.404	-0.075	-0.554
Si	12.258	13.405	16.95	0.319	0.106	-0.559
Si	11.095	1.779	18.88	0.381	0.082	-0.677
Si	11.761	6.029	19.006	-0.344	-0.13	-0.639
Si	12.292	8.888	19.7	0.026	-0.012	-0.181
Si	10.879	14.077	19.652	-0.025	-0.023	-0.189
Si	0.197	2.531	19.348	0.012	-0.143	-0.043
Si	-0.64	5.364	19.26	0.097	0.022	-0.113
Si	0.021	9.124	19.857	0.027	0.03	-0.22
Si	-0.619	13.479	17.122	0.048	-0.019	0.015
Si	3.198	2.816	19.456	0.104	-0.037	-0.249
Si	4.198	5.691	18.876	-0.301	0.022	-0.793
Si	4.048	10.335	18.944	-0.242	-0.285	-0.714
Si	3.626	13.411	18.921	0.292	-0.01	-0.683
Si	8.096	2.316	18.94	-0.393	-0.24	-0.589
Si	7.338	5.321	19.019	0.359	0.047	-0.67
Si	7.23	10.093	19.103	0.344	-0.222	-0.662
Si	7.945	13.035	19.764	-0.08	0.055	-0.238
Si	7.496	1.055	21.677	0.043	-0.003	-0.139
Si	10.838	9.546	22.263	0.022	-0.027	-0.022
Si	10.032	11.91	24.128	-0.077	-0.007	-0.129
Si	0.49	11.574	21.562	0.079	0.071	-0.104
Si	-1.152	5.295	22.083	-0.074	0.013	-0.065
Si	0.222	15.268	24.423	-0.068	-0.124	-0.06
Si	1.016	11.157	26.623	0.026	-0.002	0.071
Si	8.406	7.999	28.586	0.044	-0.068	0.123
Si	3.361	2.879	22.387	-0.105	0.067	-0.016
Si	2.478	11.202	23.914	-0.04	-0.062	-0.017
Si	10.912	1.481	31.366	-0.465	-0.18	0.695
Si	12.318	14.788	22.156	0.061	-0.052	-0.079
Si	7.873	6.067	21.94	-0.016	-0.121	-0.23
Si	-1.291	12.839	23.75	0.008	0.072	-0.06
Si	10.105	14.791	29.06	-0.009	-0.021	0.155
Si	12.278	7.029	23.576	-0.095	-0.061	-0.1
Si	-2.819	8.248	26.217	0.024	-0.064	0.07
Si	4.172	2.188	27.094	-0.032	0.033	-0.034
Si	7.097	10.866	24.283	0.043	-0.127	-0.015
Si	-0.779	2.28	29.003	-0.005	0.047	0.155
Si	-0.388	0.521	21.422	0.043	-0.055	-0.17
Si	3.129	8.195	23.668	0.037	0.005	-0.016
Si	-1.836	0.601	26.569	0.042	-0.041	0.173
Si	5.54	14.273	21.263	0.086	-0.077	-0.229
Si	2.232	1.753	24.774	-0.003	-0.06	0.094
Si	2.775	8.017	20.549	0.013	0.095	-0.175
Si	9.36	3.75	26.055	-0.029	-0.039	-0.023
Si	10.633	6.236	27.449	-0.025	0.06	0.098
Si	9.696	14.988	23.475	0.007	0.01	0.043
Si	-3.356	6.43	29.972	0.039	-0.005	0.228
Si	11.835	3.727	21.061	0.004	0.032	-0.136
Si	2.041	13.623	30.78	0.122	-0.001	0.219
Si	10.272	4.729	23.322	0.077	0.028	0.039
Si	4.928	13.11	24.058	-0.033	-0.077	-0.005
Si	1.839	6.645	25.793	-0.014	0.091	-0.037
Si	6.92	14.615	29.083	-0.012	0.031	0.057
Si	6.331	3.571	22.942	0.005	-0.018	0.029
Si	4.768	6.831	25.733	-0.07	-0.023	-0.103
Si	7.748	9.006	21.884	0.014	0.083	-0.105
Si	6.308	4.049	25.946	0.017	0.047	-0.055
Si	-3.002	11.396	25.858	0.012	0.03	-0.011
Si	3.154	12.46	28.293	0.073	-0.04	0.021
Si	5.093	10.472	29.594	-0.321	-0.409	0.305
Si	10.493	0.805	26.249	-0.048	0.057	0.033
Si	10.375	12.091	30.386	0.059	-0.019	0.139
Si	1.158	4.246	23.911	0.086	0.041	-0.167
Si	5.008	14.523	26.793	0.045	-0.184	0.105
Si	6.388	9.239	26.909	0.071	0.074	0.006
Si	0.032	13.443	0.663	0.007	0.004	0.004
Si	0.035	1.944	0.666	0.021	0	0.002
Si	0.043	5.781	0.663	0.014	0.002	0.002
Si	0.053	9.608	0.649	0.011	-0.011	-0.001
Si	3.911	13.453	0.665	0.015	0.001	0.009
Si	3.897	1.956	0.651	-0.001	-0.005	0.002
Si	3.89	5.796	0.657	-0.025	0.003	0.007
Si	3.898	9.62	0.646	-0.013	0	0.007
Si	7.704	13.456	0.664	-0.002	-0.006	0.003
Si	7.694	1.933	0.668	0.007	-0.006	0.002
Si	7.719	5.79	0.652	0.017	0.001	0.008
Si	7.719	9.613	0.648	0.004	0.009	0.004
Si	11.593	13.456	0.679	0.003	-0.006	0.004
Si	11.587	1.943	0.665	-0.006	-0.007	-0.003
Si	11.573	5.797	0.66	-0.031	0.01	0.009
Si	11.591	9.629	0.656	-0.017	-0.002	0.001
Si	1.968	13.461	2.01	0.003	-0.002	-0.01
Si	1.968	1.938	2.013	-0.007	0.009	-0.001
Si	1.967	5.792	2.021	0.002	0.015	0.009
Si	1.973	9.608	2.013	0.005	-0.012	0.002
Si	5.808	13.455	2.049	-0.006	-0.015	0.007
Si	5.793	1.941	2.044	0.006	0.001	0.01
Si	5.806	5.775	2.025	-0.001	-0.01	0
Si	5.808	9.629	2.024	-0.002	0.016	-0.003
Si	9.646	13.465	2.011	-0.002	-0.006	-0.005
Si	9.644	1.933	2.006	-0.005	0.014	-0.005
Si	9.646	5.794	2.015	0.002	0.01	-0.002
Si	9.653	9.61	2.005	0.001	-0.014	-0.002
Si	13.51	13.456	2.04	0.001	-0.003	0.003
Si	13.504	1.94	2.032	0.005	0.004	0.005
Si	13.501	5.775	2.018	0.007	-0.001	-0.002
Si	13.515	9.626	2.015	0	0.008	-0.004
Si	1.964	15.393	3.37	0.009	0.002	-0.002
Si	1.965	3.861	3.379	0.012	0.013	-0.004
Si	1.966	7.702	3.393	-0.006	-0.003	0.009
Si	1.967	11.537	3.375	0	-0.012	-0.003
Si	5.802	15.394	3.391	0.002	-0.003	-0.002
Si	5.806	3.862	3.399	0	-0.004	0.004
Si	5.807	7.701	3.381	0.002	-0.004	0.001
Si	5.808	11.536	3.403	-0.001	0.012	0.008
Si	9.652	15.395	3.37	0.006	0.001	-0.007
Si	9.648	3.86	3.369	0.004	0.013	0.001
Si	9.654	7.704	3.387	0	-0.005	0.003
Si	9.649	11.537	3.369	-0.015	-0.006	0.002
Si	13.507	15.394	3.383	0.005	-0.001	-0.003
Si	13.502	3.859	3.39	-0.004	-0.005	0
Si	13.506	7.7	3.375	-0.005	-0.001	0.002
Si	13.507	11.535	3.394	0.001	0.008	0.001
Si	0.045	15.395	4.742	0.002	0.003	0
Si	0.042	3.858	4.746	0.003	0.003	-0.001
Si	0.037	7.7	4.746	-0.003	0.005	-0.003
Si	0.046	11.539	4.746	0.001	-0.001	-0.003
Si	3.877	15.393	4.748	-0.001	-0.005	0.002
Si	3.88	3.859	4.753	-0.001	0.002	0
Si	3.889	7.699	4.751	0.005	0.003	-0.002
Si	3.88	11.54	4.751	0.004	-0.004	0.001
Si	7.735	15.396	4.743	-0.002	0.003	0
Si	7.736	3.859	4.749	-0.003	-0.002	0.001
Si	7.729	7.699	4.745	-0.009	0.007	-0.001
Si	7.738	11.539	4.749	-0.003	-0.006	0.002
Si	11.575	15.394	4.736	-0.001	-0.001	-0.003
Si	11.571	3.856	4.738	0	0	-0.001
Si	11.583	7.699	4.739	0.008	0.001	-0.003
Si	11.573	11.538	4.737	0.007	-0.005	-0.006
Si	0.044	13.468	6.102	-0.001	-0.007	0
Si	0.043	1.932	6.108	-0.002	0.005	-0.001
Si	0.036	5.779	6.112	0.005	0.005	0
Si	0.037	9.619	6.111	0.004	-0.004	0.001
Si	3.878	13.467	6.107	0.001	-0.004	0
Si	3.879	1.931	6.11	0.006	0.006	-0.002
Si	3.887	5.778	6.117	-0.003	-0.003	0.002
Si	3.888	9.619	6.114	-0.008	-0.002	0.002
Si	7.74	13.469	6.102	0.001	-0.004	-0.001
Si	7.738	1.933	6.107	0.004	0.005	-0.002
Si	7.732	5.78	6.113	0.009	0.002	0
Si	7.73	9.617	6.11	0.008	-0.004	0.004
Si	11.574	13.466	6.092	-0.002	-0.001	-0.005
Si	11.573	1.932	6.1	0.004	0.01	-0.005
Si	11.583	5.777	6.103	-0.006	0.003	-0.002
Si	11.582	9.618	6.104	-0.011	-0.002	0.003
Si	1.959	13.467	7.476	0.001	-0.006	0.006
Si	1.961	1.932	7.481	0.004	0.005	0.004
Si	1.96	5.778	7.471	0	0.012	-0.001
Si	1.962	9.618	7.467	0.002	-0.007	-0.004
Si	5.811	13.467	7.454	-0.001	0.005	-0.002
Si	5.81	1.936	7.462	-0.001	-0.01	-0.002
Si	5.81	5.78	7.482	-0.005	-0.007	0.006
Si	5.811	9.618	7.478	-0.003	0.015	0
Si	9.661	13.467	7.468	0.004	-0.005	-0.001
Si	9.659	1.931	7.476	0	0.001	0.004
Si	9.662	5.777	7.465	0.009	0.009	-0.001
Si	9.658	9.614	7.46	-0.007	-0.006	-0.002
Si	13.498	13.463	7.45	0	0.004	-0.006
Si	13.497	1.936	7.46	-0.003	-0.011	-0.002
Si	13.5	5.777	7.477	0	-0.009	-0.002
Si	13.5	9.617	7.474	0.006	0.016	0.001
Si	1.96	15.391	8.84	-0.003	0.002	0.019
Si	1.959	3.862	8.84	-0.002	0.021	-0.005
Si	1.964	7.7	8.83	-0.003	0.003	-0.006
Si	1.962	11.535	8.83	0	-0.028	0.004
Si	5.813	15.392	8.807	0.004	0	-0.012
Si	5.81	3.851	8.837	0.008	-0.014	-0.001
Si	5.81	7.701	8.852	0.006	0.005	0.011
Si	5.814	11.552	8.825	0.003	0.014	-0.002
Si	9.663	15.389	8.834	0.003	0.001	0.012
Si	9.664	3.861	8.834	-0.003	0.022	0
Si	9.666	7.698	8.826	-0.002	0	-0.007
Si	9.657	11.533	8.82	0	-0.019	-0.006
Si	13.494	15.389	8.804	-0.001	0.007	-0.003
Si	13.499	3.851	8.838	0	-0.008	0.001
Si	13.501	7.697	8.849	-0.005	-0.001	0.011
Si	13.496	11.548	8.824	0.002	0.013	0.004
Si	0.014	15.395	10.176	-0.029	-0.008	-0.006
Si	0.034	3.856	10.205	0.001	-0.012	-0.006
Si	0.051	7.698	10.198	0.024	0.014	-0.007
Si	0.032	11.54	10.183	0	0.005	-0.01
Si	3.905	15.389	10.18	0.017	-0.005	-0.003
Si	3.885	3.866	10.199	-0.01	-0.01	-0.007
Si	3.874	7.706	10.208	-0.019	0.009	-0.007
Si	3.892	11.544	10.184	0.001	-0.005	-0.014
Si	7.727	15.388	10.176	-0.007	-0.007	-0.007
Si	7.741	3.862	10.194	0.009	0	-0.007
Si	7.754	7.699	10.192	0.014	-0.003	-0.008
Si	7.739	11.546	10.184	-0.008	0.004	-0.013
Si	11.593	15.384	10.192	0.018	-0.005	-0.009
Si	11.581	3.856	10.21	0.002	0	-0.01
Si	11.571	7.7	10.212	-0.007	-0.003	0
Si	11.572	11.525	10.187	-0.009	0.014	-0.008
O	-2.869	1.582	31.663	0.083	0.416	0.469
O	8.543	4.701	31.491	0.145	0.235	0.097
O	6.612	7.981	31.906	0.533	0.248	-0.093
O	10.261	8.859	31.938	-0.6	0.006	-0.059
O	10.713	12.511	31.909	-0.017	0.364	-0.103
O	7.523	12.405	32.316	0.587	-0.003	-0.158
O	-2.699	8.538	32.774	-0.009	-0.101	-0.423
O	-0.117	8.505	31.866	0.214	0.306	-0.314
O	-1.207	12.147	31.856	-0.085	-0.537	-0.345
O	2.931	4.747	32.015	0.263	0.037	-0.057
O	-0.74	1.111	30.12	0.219	-0.113	-0.384
O	10.755	13.332	29.4	0.622	-0.033	-0.296
O	4.524	7.547	30.354	-0.423	-0.412	-0.138
O	0.049	12.388	27.038	0.144	0.277	-0.222
O	0.505	13.989	31.113	-0.103	0.195	0.215
O	4.571	1.549	31.424	-0.086	0.528	0.124
O	6.995	0.706	32.007	0.022	-0.22	-0.224
O	2.563	12.561	31.895	-0.245	-0.48	-0.31
O	4.952	12.474	32.963	0.12	-0.04	-0.161
O	-0.249	1.413	18.279	-0.021	-0.658	0.022
O	7.955	6.049	20.324	0.369	0.443	0.17
O	0.56	5.906	18.358	0.366	0.43	0.327
O	-1.503	8.571	19.771	0.062	-0.248	-0.055
O	0.286	9.871	18.447	-0.103	0.232	0.134
O	1.678	3.025	18.95	0.053	0.421	-0.236
O	3.996	1.854	18.432	0.047	-0.623	0.291
O	2.125	14.056	18.865	0.226	0.476	-0.134
O	5.814	5.856	18.816	0.091	0.294	-0.278
O	5.67	10.405	18.755	-0.087	-0.049	0.028
O	7.494	13.714	18.372	0.241	0.318	0.08
O	11.868	9.712	18.367	0.369	0.169	0.032
O	9.432	13.539	20.121	0.091	0.135	0.227
O	11.462	13.262	18.387	-0.267	-0.28	0.181
O	12.08	0.873	25.958	-0.028	0.123	-0.169
O	5.532	7.922	26.61	-0.06	-0.2	0.167
O	7.179	9.089	20.37	-0.165	-0.499	0.052
O	10.861	5.695	30.82	-0.097	0.154	-0.216
O	4.446	7.427	24.245	0.391	-0.156	-0.514
O	7.912	8.841	27.299	0.24	0.271	-0.449
O	8.792	11.857	30.155	-0.059	-0.226	-0.284
O	8.507	14.779	29.169	0.005	0.128	-0.183
O	-1.979	0.484	21.672	-0.159	0.451	0.007
O	-1.891	6.003	30.535	0.017	0.486	0.027
O	2.347	4.106	22.79	0.138	0.558	-0.101
O	-1.478	3.553	29.756	-0.415	0.052	-0.332
O	2.262	4.501	29.533	0.238	0.379	-0.535
O	0.356	4.582	31.31	0.209	-0.359	0.56
O	-1.661	8.087	27.326	-0.228	-0.214	0.197
O	-1.602	14.522	27.242	-0.003	-0.109	-0.014
O	2.969	14.945	30.775	0.39	-0.162	-0.28
O	6.653	2.985	30.717	0.098	0.082	-0.488
O	6.209	0.61	29.551	-0.048	0.108	-0.231
O	6.189	5.577	30.66	-0.286	-0.098	-0.691
O	2.023	13.035	29.289	-0.554	0.007	-0.204
O	11.867	2.392	20.169	0.423	-0.302	0.442
O	10.834	10.927	23.109	0.434	0.129	-0.185
O	11.334	4.945	20.121	-0.644	-0.056	-0.089
O	4.806	13.757	22.592	-0.515	0.124	-0.043
O	11.472	7.489	19.656	-0.709	0.188	0.355
O	11.902	13.882	20.883	0.321	-0.594	0.087
O	0.002	14.808	20.306	-0.092	0.051	0.051
O	9.471	3.911	24.45	-0.179	-0.252	-0.152
O	0.105	10.071	21.152	-0.38	-0.027	0.45
O	-0.282	5.709	20.789	0.226	0.515	0.26
O	4.495	14.203	20.036	0.006	0.287	0.012
O	11.02	15.547	22.727	-0.097	0.507	-0.009
O	0.079	1.96	20.848	0.211	0.312	0.542
O	3.097	2.211	20.94	-0.146	-0.402	0.275
O	3.546	6.814	19.819	0.209	0.09	0.405
O	3.916	4.247	19.539	0.334	-0.107	0.611
O	10.334	4.875	26.664	0.456	0.038	0.116
O	3.527	11.831	19.326	0.007	0.054	0.202
O	8.055	1.243	20.162	0.27	-0.216	0.244
O	7.365	3.717	19.359	-0.087	-0.032	0.441
O	7.02	10.009	22.912	-0.197	0.235	-0.167
O	6.241	12.194	24.051	0.012	0.289	-0.186
O	7.994	11.433	19.612	0.321	-0.052	0.131
O	6.023	15.789	21.538	-0.435	0.428	-0.023
O	9.247	6.687	28.157	-0.383	-0.343	0.182
O	7.366	2.519	22.314	0.501	0.07	-0.183
O	11.82	9.732	20.991	0.049	0.688	-0.085
O	11.18	7.492	26.586	-0.236	0.145	-0.174
O	3.06	2.435	25.961	0.025	0.178	0.082
O	-2.026	6.602	22.457	-0.118	0.495	-0.125
O	6.386	10.839	30.51	-0.004	-0.442	0.369
O	-2.103	4.054	21.682	0.049	-0.632	0.109
O	-1.868	11.715	24.741	0.084	-0.5	0.003
O	2.866	7.792	22.136	-0.059	-0.144	-0.091
O	7.447	7.531	22.433	-0.384	0.102	0.689
O	0.665	12.353	20.165	0.081	-0.345	0.05
O	6.29	3.292	24.525	-0.059	-0.384	0.032
O	-0.191	4.821	23.264	0.043	0.227	0.164
O	3.331	6.521	26.426	0.04	-0.195	0.451
O	2.453	11.358	27.349	0.353	-0.451	0.019
O	9.35	8.91	29.503	-0.4	0.168	-0.202
O	8.642	11.228	24.57	0.069	-0.139	0.414
O	4.695	0.692	26.953	-0.085	0.175	-0.135
O	-0.81	3.764	19.116	-0.302	-0.18	-0.01
O	-2.285	7.546	24.862	0.64	-0.164	-0.084
O	0.972	2.743	24.485	-0.734	-0.38	0.186
O	4.856	3.436	22.348	0.074	0.302	-0.043
O	6.396	14.25	27.594	0.3	-0.364	-0.463
O	-2.027	5.967	18.724	0.203	0.043	-0.549
O	10.43	2.979	30.918	-0.009	-0.04	-0.635
O	3.187	1.699	23.472	0.418	-0.626	-0.091
O	2.106	2.098	30.679	-0.519	0.089	0.15
O	1.301	11.116	25.028	-0.163	-0.179	-0.339
O	8.426	15.518	22.623	0.074	-0.339	0.347
O	9.694	15.539	24.998	-0.336	0.188	0.287
O	1.668	15.65	25.069	0.154	-0.414	0.521
O	3.55	9.392	20.165	-0.111	0.096	0.682
O	0.309	15.673	22.854	0.274	0.168	-0.154
O	11.835	5.89	28.472	0.468	-0.533	-0.405
O	7.83	4.042	26.502	-0.229	0.136	0.497
O	9.687	2.583	18.661	0.131	0.609	-0.026
O	0.085	8.217	29.229	-0.294	-0.155	-0.071
O	0.364	9.754	27.079	0.028	0.127	0.041
O	3.564	12.304	24.356	-0.235	0.078	0.334
O	3.435	2.383	28.504	0.529	-0.227	0.377
O	9.723	13.363	23.482	-0.227	0.004	-0.205
O	1.229	8.059	20.056	-0.143	-0.455	-0.014
O	3.814	13.637	27.42	-0.176	0.143	-0.189
O	9.854	2.277	26.513	-0.056	-0.176	0.167
O	10.824	3.598	22.307	-0.398	-0.391	0
O	1.493	5.205	25.16	-0.207	-0.179	0.469
O	0.732	2.62	28.523	-0.112	0.222	-0.546
O	5.649	9.978	28.14	-0.267	0.015	0.014
O	6.873	13.406	20.913	0.004	-0.081	0.176
O	6.57	13.394	30.076	-0.369	0.043	0.219
O	-3.568	8.041	29.994	0.487	0.289	0.122
O	1.614	6.751	30.858	0.325	0.144	0.222
O	1.872	7.736	24.587	-0.407	0.435	-0.236
O	-1.563	1.748	27.693	-0.35	0.331	-0.152
O	11.435	5.683	23.933	0.27	0.018	0.661
O	6.466	10.123	25.565	-0.224	-0.103	-0.102
O	5.141	14.209	25.221	0.172	0.17	-0.321
O	3.271	9.798	23.785	0.24	0.173	-0.035
O	-2.006	14.545	31.248	-0.482	0.008	-0.079
O	0.782	7.129	26.91	-0.123	-0.346	0.268
O	-1.168	12.915	29.308	-0.09	-0.492	-0.062
O	9.329	9.281	21.784	0.014	-0.152	-0.418
O	11.339	8.249	23.093	-0.249	-0.045	0.03
O	10.41	15.247	27.554	0.17	0.024	-0.098
O	4.265	11.812	29.253	0.016	0.213	0.058
O	12.225	9.804	25.997	-0.187	0.038	-0.238
O	10.675	15.871	30.119	0.282	-0.088	-0.302
O	11.136	10.669	30.118	0.398	0.172	-0.484
O	-0.876	0.697	25.275	0.102	0.26	-0.185
O	-0.737	12.185	22.399	-0.53	-0.199	-0.337
O	6.804	5.052	22.561	-0.15	0.346	0.107
O	2.175	9.163	30.491	0.124	0.572	-0.362
O	1.818	11.592	22.485	0.159	-0.022	-0.356
O	10.978	12.067	25.431	-0.049	0.246	0.566
O	9.327	5.735	22.514	0.168	0.477	-0.061
O	10.756	15.625	19.219	-0.434	-0.291	0.008
O	7.058	7.611	29.373	-0.252	0.001	-0.173
O	5.716	5.53	25.702	0.083	0.173	-0.034
O	-2.48	13.856	23.338	-0.384	0.074	0.424
O	5.379	3.244	26.986	0.063	0.112	0.418
O	-0.114	13.689	24.481	0.319	-0.436	0.384
O	-2.537	12.05	27.257	-0.405	-0.165	0.489

Results
total energy: -109962.092 eV
total energy less fixed offsets of O -438.35, Si -107.03 eV per atom: -0.702 eV
